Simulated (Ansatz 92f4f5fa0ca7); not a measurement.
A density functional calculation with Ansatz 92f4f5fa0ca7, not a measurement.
Periodic cell of 237 atoms, Si146O90P1, from a study of silicon, its oxide and their interface. The atomic structure is a simulated model.
Doubt: the cutoff is far below the 930 eV that the study's wrapper takes by default for these files, so forces and energies are approximate.
This geometry differs little from another in the collection (a relaxation step or a small displacement).

Settings
functional: PBE
potential files: Ansatz PAW
basis: plane waves
wave-function cutoff: 580 eV
density cutoff ratio: 5
exchange-correlation grid ratio: 1
k mesh: 1 x 1 x 1, Gamma-centred
self-consistency stop: 5e-08 eV per atom in the density residual
occupations: fixed
spin: none
net charge: +1 e, with a uniform compensating background and no finite-size correction

Cell vectors (angstrom)
a	11.6015	0	0
b	0	10.938	0
c	0	0	32.0622

Atoms and the computed forces on them: element, x, y, z (angstrom), force x, y, z (eV/angstrom)
Si	-0.199	-0.0725	23.2723	0.0056	0.0101	0.0171
Si	3.6628	0.2113	23.0927	-0.0146	0.0093	0.0208
Si	7.5506	-0.1354	23.4441	0.0069	0.0095	0.0141
Si	1.6771	1.375	23.415	0.0084	0.0003	0.0122
Si	5.7313	1.3983	23.1874	0.0049	-0.0033	0.0177
Si	9.4412	1.2246	23.3518	-0.0128	-0.0047	0.0162
Si	0.159	5.3189	23.4653	-0.0106	0.0389	0.0103
Si	4.1215	5.2989	23.389	-0.0024	0.0152	0.0195
Si	8.0361	5.6126	23.5389	-0.0117	0.0251	0.0176
Si	2.1597	6.5889	23.3711	-0.0085	-0.0245	0.0187
Si	5.9689	6.7677	23.4703	0.0044	-0.024	0.0132
Si	10.0066	6.8791	23.6052	0.0106	-0.029	0.0306
Si	1.9004	2.6619	25.3837	-0.0034	0.002	0.0034
Si	5.8327	2.6701	25.2569	0.0001	0.0144	-0.0306
Si	9.6283	2.682	25.2548	0.0071	0.0028	-0.0047
Si	11.5942	4.0013	25.3847	0.0006	-0.0023	-0.0019
Si	3.8877	3.9706	25.3161	-0.0039	-0.0061	-0.0003
Si	7.7474	4.0941	25.3377	0.0083	-0.0069	-0.0054
Si	1.9818	8.1546	25.1989	-0.003	-0.0089	-0.0062
Si	5.7734	8.1734	25.3563	0.003	-0.0197	0.0005
Si	9.6958	8.2677	25.4505	0.0005	-0.0121	-0.0172
Si	11.6344	9.5542	25.2704	0.0025	0	-0.0039
Si	3.873	9.5991	25.0682	-0.0053	0.0104	-0.001
Si	7.6767	9.5363	25.4179	-0.0008	0.0017	0.0013
Si	11.648	-0.0192	27.2109	0.0062	0.0179	0.0012
Si	3.8954	-0.0532	27.1329	0.0064	0.0121	-0.0022
Si	7.7702	-0.0171	27.3166	0.0131	0.0107	-0.0124
Si	1.9801	1.313	27.2829	0.0053	-0.0151	-0.008
Si	5.8367	1.3226	27.2006	-0.023	-0.0074	0.053
Si	9.7001	1.3334	27.2016	-0.0004	-0.0107	0.0049
Si	11.589	5.4663	27.2336	0.0003	0.0047	-0.0134
Si	3.8621	5.4133	27.207	0.0144	0.0116	-0.012
Si	7.6982	5.4548	27.26	-0.0123	0.0202	-0.0134
Si	1.9396	6.8142	27.1806	-0.0008	-0.0056	-0.0101
Si	5.7603	6.808	27.2688	-0.0091	-0.0065	0.0027
Si	9.65	6.8104	27.3063	0.004	-0.0154	-0.015
Si	1.947	2.7027	29.1902	0.0033	0.0175	0.0023
P	5.7988	2.7102	29.1244	-0.0044	0.0254	0.0237
Si	9.6784	2.7063	29.1444	-0.0012	0.0212	-0.0141
Si	0.0128	4.1055	29.1619	-0.0077	-0.0253	0.0063
Si	3.8744	4.0875	29.1714	0.002	-0.0304	0.016
Si	7.7274	4.0855	29.1831	-0.0039	-0.0404	0.0203
Si	1.9391	8.1818	29.1201	-0.0026	0.019	-0.0007
Si	5.7958	8.1808	29.1874	-0.0121	0.0023	0.0185
Si	9.6749	8.1849	29.2191	-0.009	0.0239	0.0188
Si	0.0064	9.5542	29.1517	0.0012	-0.0189	-0.0122
Si	3.8726	9.5519	29.1098	0.0197	-0.0209	-0.0179
Si	7.7366	9.5374	29.2147	-0.0041	-0.0192	0.0077
Si	0.0017	-0.0094	31.0934	-0.0002	0.0185	-0.0011
Si	3.8534	0.01	31.0458	-0.0045	0.0143	0.0058
Si	7.7373	0.0127	31.1036	0.0092	0.0054	0.0002
Si	1.9233	1.3711	31.1306	0.0051	-0.0078	-0.0061
Si	5.7954	1.3783	31.0669	-0.0014	0.0085	-0.0242
Si	9.6751	1.3656	31.0984	-0.0097	-0.011	0.0045
Si	0.0107	5.4606	31.0988	0.0033	0.0147	0.0064
Si	3.8874	5.4659	31.1154	0.0058	0.0101	-0.0055
Si	7.7247	5.4563	31.1363	-0.0046	0.0132	-0.0004
Si	1.9426	6.831	31.0631	0.0045	-0.0231	0.0034
Si	5.8056	6.8404	31.1264	-0.0001	-0.0079	-0.0081
Si	9.6759	6.8169	31.1382	-0.0043	-0.0223	-0.0014
Si	1.9281	2.7495	0.9992	0.0072	0.0073	0.0134
Si	5.7968	2.7704	0.929	-0.0092	0.0029	0.0051
Si	9.67	2.7334	0.9776	0.0012	0.0102	0.0075
Si	-0.0106	4.1106	0.9707	-0.0106	-0.0098	-0.0162
Si	3.8584	4.1198	0.9942	0.0022	-0.0081	-0.0046
Si	7.7462	4.1119	1.0123	0.0078	-0.0037	-0.001
Si	1.9418	8.2145	0.9371	0.0009	0.0067	-0.0117
Si	5.7969	8.2335	0.9759	0.0031	-0.0011	-0.0041
Si	9.6592	8.2188	1	-0.0052	0.0111	0.0043
Si	-0.0008	9.5812	0.9777	-0.0027	-0.0073	0.0177
Si	3.8682	9.6032	0.9565	-0.0018	-0.0024	0.0015
Si	7.7301	9.5913	0.9878	0.0036	-0.0038	-0.0046
Si	11.6099	0.0278	2.9218	-0.0001	0.0056	-0.0051
Si	3.8541	0.0247	2.9162	-0.0081	0.0076	0.0012
Si	7.7427	0.0258	2.9089	0.0054	0.0094	0.0039
Si	1.9322	1.4018	2.9378	0.0002	-0.0059	-0.0055
Si	5.8107	1.3617	2.826	0.0043	0.0024	-0.011
Si	9.6643	1.3864	2.9287	-0.0016	-0.0071	-0.0056
Si	11.5662	5.5149	2.8703	-0.0042	0.0049	0.0109
Si	3.8768	5.5064	2.9229	0.0117	-0.0009	-0.0004
Si	7.7372	5.5231	2.9313	-0.008	-0.0031	-0.0044
Si	1.9173	6.8333	2.8591	-0.0082	0	0.0003
Si	5.809	6.8692	2.897	-0.0013	0.002	-0.0001
Si	9.6567	6.9104	2.9755	0.0106	0.0034	-0.0055
Si	1.9106	2.8387	4.8292	-0.0064	-0.0035	0.011
Si	5.8358	2.7291	4.7364	0.0006	-0.0117	0.0055
Si	9.6007	2.8032	4.8371	-0.0034	-0.0046	0.0059
Si	11.5411	4.1444	4.7822	0.0054	0.0052	0.0017
Si	3.9181	4.1005	4.8278	-0.0019	0.0009	0.0122
Si	7.7162	4.2075	4.8883	0.0043	0.0052	0.0082
Si	1.8869	8.1524	4.8037	0.0004	-0.0042	0.0105
Si	5.8083	8.2666	4.796	-0.0016	-0.0092	0.0077
Si	9.6604	8.3286	4.9164	-0.0023	-0.0038	0.0097
Si	11.6324	9.6562	4.891	0.0047	0.0046	0.0059
Si	3.8172	9.4893	4.7909	0.0018	0.0086	0.0083
Si	7.7205	9.683	4.8951	0.0024	0.0044	0.0032
Si	11.5943	0.2365	6.782	-0.0071	0.0121	-0.0114
Si	3.75	-0.048	6.6596	-0.0008	0.0007	-0.0208
Si	7.7116	0.0633	6.9192	-0.0074	0.0064	-0.0155
Si	2.0443	1.5093	6.7682	0.0078	-0.0026	-0.0217
Si	5.7092	1.2773	6.6207	0.0132	0.0055	-0.0232
Si	9.6438	1.5264	6.8389	0.0111	-0.0082	-0.0259
Si	11.5238	5.5034	6.7071	0.0033	0.0081	-0.0148
Si	3.9819	5.4346	6.7977	-0.0079	0.0102	-0.0112
Si	7.7365	5.6728	6.8365	0.0014	0.016	-0.0188
Si	1.9745	6.6439	6.657	0.004	-0.0125	-0.0204
Si	5.8115	6.9787	6.7549	0.0042	-0.0109	-0.0189
Si	9.7526	7.044	6.9211	0.0027	-0.0197	-0.0142
O	9.9955	7.9743	8.3031	0.0099	0.0295	0.007
O	7.6606	9.9382	8.2205	-0.0115	-0.0238	0.0069
O	7.3997	4.7352	8.1668	0.0007	-0.019	0.0263
O	3.3714	10.3548	8.2057	-0.0018	-0.018	0.0222
O	2.0401	7.5562	8.025	-0.002	0.0207	0.0147
O	3.9984	4.591	8.2507	0.0037	-0.0248	0.0009
O	9.7785	2.452	8.2219	0.0075	0.0331	0.0122
O	2.6125	2.3441	8.1224	0.0171	0.0161	0.0006
O	11.387	4.5725	8.0695	-0.0132	-0.0257	0.0073
O	5.3575	2.3847	7.7991	-0.0241	0.0238	0.0033
O	5.817	7.9828	8.0878	0.0105	0.0294	0.01
O	11.3073	10.317	8.1544	-0.0147	-0.0345	0.0134
O	11.2784	10.0863	21.7964	-0.0054	-0.033	-0.0039
O	3.2204	10.7279	21.5227	0.012	-0.0172	-0.0205
O	5.777	7.7624	22.1523	0.0102	0.0401	-0.0133
O	4.2095	4.4487	21.9472	0.0236	-0.0285	-0.0167
O	7.6799	9.6741	22.203	-0.0117	-0.0232	-0.0033
O	10.3393	7.6729	22.1916	0.0117	0.0407	-0.017
O	1.5923	2.4113	22.1264	-0.0073	0.0104	-0.0039
O	5.9443	2.4522	21.9047	-0.0023	0.0262	-0.0128
O	8.4523	4.6996	22.2172	-0.0029	-0.01	-0.0168
O	-0.073	4.4729	22.039	0.0085	-0.037	-0.0085
O	2.3335	7.3677	21.9297	0.0002	0.0152	-0.0273
O	9.1228	1.8767	21.8622	0.0018	0.0166	-0.0203
Si	1.9161	7.7852	9.6118	0.0053	0.014	0.0187
Si	5.0428	0.5777	17.6824	-0.0012	0.0023	-0.038
Si	2.4917	5.4149	14.0208	-0.0041	0	0.0104
Si	10.5611	3.861	14.0502	0.0044	0.0036	0.0028
Si	8.2798	2.3847	15.2563	-0.0035	-0.0071	-0.0047
Si	9.5402	2.2477	20.3316	0.012	0.0053	-0.0219
Si	10.5077	3.652	9.0823	-0.0053	0	0.0037
Si	0.035	2.3149	11.5708	-0.003	0.0024	0.0252
Si	11.0279	8.1314	15.3937	-0.0068	0.0018	-0.0055
Si	5.1643	6.9319	13.9929	0.005	-0.0009	0.005
Si	5.7559	2.6139	11.12	-0.0021	0.013	0.0265
Si	8.5778	7.6738	19.3849	0.006	0	-0.0403
Si	8.1139	4.8511	20.6305	0.0028	-0.0101	-0.0283
Si	5.9195	9.5842	15.1989	-0.0002	0.0028	-0.0018
Si	2.117	7.635	20.3388	-0.0053	0.0117	-0.0123
Si	1.9288	4.8912	18.7851	0.0014	-0.0075	-0.0263
Si	4.5032	3.4406	18.0137	-0.0071	0.0023	-0.0311
Si	8.5093	8.9253	16.8118	-0.002	-0.0008	-0.024
Si	0.833	9.4785	13.2988	0.002	0.0066	0.0139
Si	9.9115	10.6529	11.7278	0.001	-0.0066	0.0244
Si	5.3482	3.7104	21.0178	-0.0071	0.008	0.0031
Si	0.5859	5.5203	16.2596	0.0002	-0.0035	-0.0108
Si	10.7818	9.1521	9.1536	-0.0019	-0.0026	-0.0024
Si	6.565	8.8975	21.2846	-0.0054	-0.0098	-0.0012
Si	7.1166	7.111	11.491	0.0045	0.003	0.0196
Si	2.6756	0.7358	12.2189	0.0049	-0.0068	0.0199
Si	10.8956	8.6801	21.0371	0.0014	0.004	-0.0024
Si	6.0412	4.3257	15.6318	-0.0007	0.0027	-0.0096
Si	7.0854	0.4864	12.9767	0.001	0.0007	0.0177
Si	4.0603	2.9826	8.5947	-0.0031	0.0031	0.0025
Si	0.8793	6.7387	11.8978	0.0063	-0.0007	0.0259
Si	6.5708	9.0506	9.0816	0.0017	0.0047	0.0068
Si	0.6589	3.3042	21.1413	-0.0079	0.0049	-0.0014
Si	9.8016	6.5071	12.8905	-0.0093	0.003	0.0213
Si	7.7147	4.5397	9.7554	0.0039	-0.0055	0.0178
Si	3.9879	10.0768	20.2157	-0.0094	-0.0085	-0.0096
Si	4.2625	3.0363	13.5299	0.0051	-0.0031	0.0117
Si	3.854	10.0154	9.7388	-0.0009	-0.0034	0.0151
Si	8.0591	0.775	18.0266	0.0074	0.0031	-0.0346
O	11.5102	3.2286	12.9003	-0.0058	0.0059	-0.0008
O	9.3403	4.4791	9.8812	-0.0044	0.0047	-0.0156
O	8.7869	3.6058	19.8559	-0.0041	-0.0046	0.0233
O	4.0441	-0.0664	18.8068	0.003	0.0086	0.0148
O	11.3254	4.5338	15.3124	-0.0024	-0.0019	0.0052
O	9.8537	9.7948	10.3284	-0.0092	0.0141	0.0033
O	3.7704	1.5307	13.1369	0.0026	0.0072	-0.0085
O	0.6572	9.0556	14.8643	0.0031	-0.0025	0.0045
O	6.4784	0.9706	18.3821	-0.003	-0.0029	0.0221
O	4.771	3.1642	19.6097	-0.0073	-0.0063	-0.004
O	6.2544	1.1798	11.7434	0.0049	-0.009	-0.017
O	0.5455	8.6349	9.864	0.015	-0.0036	-0.0159
O	5.6492	4.316	17.2293	0.0026	-0.0001	0.0147
O	8.4454	7.2034	12.3966	0.0095	-0.002	-0.01
O	4.4153	2.6278	10.1486	0.0147	-0.0035	0.0037
O	2.0723	5.6421	15.5784	0	-0.0005	0.003
O	3.3765	0.0681	10.9149	-0.0099	0.0135	-0.0025
O	5.8881	7.2219	12.5522	-0.0086	-0.0022	-0.0057
O	2.3097	6.3533	19.3788	-0.0006	-0.0145	0.015
O	0.6547	4.9364	17.7774	-0.0062	0.0027	0.0099
O	8.4162	10.6882	12.3751	-0.0067	0.0042	-0.013
O	5.4737	10.0796	9.6919	-0.005	0.0057	-0.0165
O	0.6025	8.2003	20.2007	0.0035	-0.0063	0.0181
O	9.7691	2.6012	14.6832	-0.0004	0.0005	-0.0029
O	2.004	10.5892	13.2216	-0.0045	-0.004	-0.0073
O	9.9495	9.104	16.1004	0.0053	-0.0011	0.0088
O	6.1455	10.3507	13.7723	0.0003	-0.0023	-0.007
O	7.4598	1.5942	14.1043	0.0007	0.0053	0.0001
O	1.6496	3.9263	20.0456	0.0167	0.0151	0.0017
O	5.9084	5.7919	14.9195	-0.0022	-0.0019	0.0022
O	7.3413	8.9445	15.6936	-0.0012	0.0009	0.0064
O	1.5127	1.6724	11.6046	0.001	-0.0008	-0.0207
O	7.1975	8.2932	10.3693	0.0039	-0.0145	-0.0011
O	4.3267	1.9867	17.2847	0.0004	-0.0012	0.0143
O	7.0377	3.1644	10.2842	-0.0061	-0.0058	-0.0168
O	11.5468	7.006	16.4386	0.0011	0.0001	0.0066
O	8.2911	10.1349	17.8444	0.0004	-0.0056	0.0221
O	3.2686	8.5393	10.102	-0.0039	-0.0047	-0.0219
O	7.5887	3.8373	15.519	-0.0014	-0.0013	0.005
O	3.1455	4.3026	17.9062	0.0061	-0.0041	0.0177
O	2.9012	3.8859	13.6993	0.0013	0.0022	-0.0107
O	1.3378	8.2021	12.4383	-0.0019	0.005	-0.0124
O	1.2083	5.6773	13.0684	0.0028	-0.0036	-0.0091
O	4.9752	8.3009	14.8654	-0.0031	0.0004	0.0015
O	11.1606	2.4113	20.3359	-0.0096	-0.0074	0.0142
O	10.9811	9.9879	12.7573	0.0101	-0.0019	-0.0064
O	5.289	3.5743	12.3633	-0.0031	0.0002	-0.0067
O	5.0868	3.1991	14.92	-0.0018	0.0003	0.0026
O	6.4813	4.8159	20.5852	-0.0014	-0.0018	0.0178
O	8.4004	1.5593	16.6496	0.0009	0.0071	0.0044
O	10.4116	1.2411	11.4587	0.0026	0.0002	-0.0209
O	10.8749	6.6103	11.6573	-0.0026	0	-0.0168
O	3.2637	8.6749	19.8622	0.0055	0.0068	0.0209
O	1.7165	6.4376	10.5203	-0.0036	-0.0094	-0.012
O	7.161	8.2128	19.9597	0.0024	-0.0042	0.012
O	8.5023	7.5835	17.7572	-0.0033	0.0007	0.006
O	3.6771	6.4255	13.6112	0.0005	-0.0008	-0.0072
O	9.565	4.9595	13.3507	0.0038	-0.0011	-0.0095
O	5.5133	10.0047	20.7743	-0.0155	0.0064	0.0135
O	10.3326	7.3662	14.1487	0.002	-0.0022	-0.0035
O	8.7737	6.174	19.9775	-0.0003	0.0101	0.0197
O	7.0695	5.7162	10.659	-0.0031	0.0106	-0.0102
O	5.2669	10.5438	16.3725	0.0038	-0.0065	0.0056
O	9.0542	1.147	19.2559	-0.0102	-0.0086	0.0128
O	11.5763	3.1646	10.1876	0.0134	-0.0098	-0.0022
O	9.7371	8.7088	19.8977	-0.0174	-0.0067	0.0061

Results
free energy: -144757.647 eV
free energy less fixed offsets of O -568.88, P -755.39, Si -635.61 eV per atom: -3.997 eV

The program warned: the cutoff lies below the one the program advises for these potential files; the forces do not sum to zero within the program's tolerance; the exchange-correlation potential is rough where the density is thin.
